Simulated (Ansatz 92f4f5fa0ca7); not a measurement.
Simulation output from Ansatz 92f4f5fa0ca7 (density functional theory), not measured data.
Periodic cell of 208 atoms, Si128O80, from a study of silicon, its oxide and their interface. The atomic structure is a simulated model.
Doubt: the cutoff is far below the 930 eV that the study's wrapper takes by default for these files, so forces and energies are approximate.
This geometry differs little from another in the collection (a relaxation step or a small displacement).

Settings
functional: PBE
potential files: Ansatz PAW
basis: plane waves
wave-function cutoff: 580 eV
density cutoff ratio: 5
exchange-correlation grid ratio: 1
k mesh: 1 x 1 x 1, Gamma-centred
self-consistency stop: 5e-08 eV per atom in the density residual
occupations: fixed
spin: none
net charge: 0

Cell vectors (angstrom)
a 10.938 0 0
b 0 10.938 0
c 4.264 -0.7319 31.4144

Atoms and the computed forces on them: element, x, y, z (angstrom), force x, y, z (eV/angstrom)
Si 5.3596 -1.8779 23.9732 -0.096 0.1209 -0.1124
Si 8.0456 0.8581 24.0217 -0.1028 0.0797 -0.3124
Si 5.8736 3.1391 23.945 0.0784 -0.0985 -0.0276
Si 8.5937 -5.1329 23.8768 0.0735 -0.0907 -0.0674
Si 0.3794 -2.3473 23.9172 0.079 -0.0624 -0.0617
Si 3.1587 0.381 23.963 0.1038 -0.0971 -0.0698
Si 10.8521 3.5672 23.8247 -0.091 0.0851 -0.0587
Si 2.6243 -4.5586 23.9794 -0.1005 0.0957 -0.1003
Si 6.9342 -0.7343 25.3226 -0.0358 0.003 -0.0193
Si 9.7166 2.0106 25.2212 -0.0173 0.0469 0.0069
Si 7.0248 -6.224 25.2647 0.0322 -0.0595 -0.0163
Si 9.7221 -3.5078 25.2162 0.0271 -0.0341 -0.033
Si 1.5286 -0.7522 25.2433 0.0312 -0.0474 -0.0108
Si 4.2749 1.9944 25.2715 0.0433 -0.0238 -0.0304
Si 12.4157 4.7282 25.2155 -0.0341 0.0072 -0.0194
Si 4.22 -3.4486 25.3002 -0.0333 0.0289 0.0122
Si 5.6105 0.6461 26.6834 0.0005 0.0301 -0.0313
Si 8.3812 3.3624 26.6495 -0.0079 -0.0012 -0.0221
Si 5.6353 -4.836 26.6069 -0.011 0.0113 0.004
Si 8.3697 -2.1157 26.6043 -0.0197 0.0231 0.002
Si 11.0968 0.6395 26.593 -0.0074 0.0052 -0.002
Si 13.8181 3.3799 26.5968 0.0033 0.0032 -0.0056
Si 11.0866 6.0975 26.6332 0.0085 -0.0056 -0.0161
Si 2.8794 -2.0829 26.6683 -0.0042 0.0015 -0.0241
Si 4.264 -0.7319 27.9961 -0.1635 0.0463 0.4079
Si 6.9985 2.0026 27.9961 0.0977 0.041 0.248
Si 4.264 -6.2009 27.9961 -0.0288 0.0003 -0.2279
Si 6.9985 -3.4664 27.9961 0.0187 -0.0523 -0.1368
Si 9.733 -0.7319 27.9961 0.0297 -0.0182 -0.2607
Si 12.4675 2.0026 27.9961 -0.0351 -0.0009 -0.2269
Si 9.733 4.7371 27.9961 0.0019 0.0013 0.2051
Si 12.4675 -3.4664 27.9961 -0.115 -0.0743 0.1345
Si 1.3673 -1.3673 3.418 -0.0118 -0.0986 -0.1931
Si 4.1018 1.3673 3.418 -0.115 -0.0447 -0.3406
Si 1.3673 4.1018 3.418 -0.1997 -0.1458 0.1405
Si 4.1018 -4.1018 3.418 0.1894 0.0839 -0.1126
Si 6.8362 -1.3673 3.418 0.0736 0.0286 0.031
Si -1.3673 1.3673 3.418 0.0956 0.2454 0.4452
Si 6.8362 4.1018 3.418 0.2673 0.1667 -0.1622
Si -1.3673 -4.1018 3.418 -0.198 -0.1612 -0.1183
Si 2.699 0.0279 4.7563 -0.0005 -0.0153 0.0511
Si 5.4884 2.7223 4.7206 0.0145 0.0132 0.0267
Si 2.7808 5.4258 4.7472 0.0101 0.0057 -0.0033
Si 5.4585 -2.7122 4.787 0.0017 -0.0127 0.0332
Si -2.7373 0.0067 4.8034 0.0125 0.0257 0.0027
Si 0.0041 2.7555 4.8827 -0.0392 -0.0022 0.029
Si 8.2095 5.4708 4.8157 0.0101 -0.022 0.0575
Si -0.0103 -2.7532 4.7572 0.0698 -0.0394 0.0502
Si 1.3841 1.3571 6.2425 0.0025 0.0002 0.0136
Si 4.0883 3.9991 6.1058 -0.0074 -0.0109 0.0175
Si 1.5197 -4.0482 6.0479 -0.1656 -0.015 0.0493
Si 4.1524 -1.2477 6.1092 0.0217 0.0334 0.0109
Si -4.1237 1.3895 6.1425 -0.0388 -0.0139 0.0136
Si -1.4081 4.0947 6.3061 -0.0211 0.0465 -0.0031
Si 6.7897 -4.0908 6.1566 0.0108 -0.0174 0.0003
Si -1.3419 -1.3631 6.1274 -0.0002 -0.0137 0.0276
Si 0.2342 -0.2905 7.5307 0.021 -0.0448 0.0376
Si 3.2717 2.1932 7.4059 -0.0711 0.058 0.1001
Si -0.4955 -5.3506 7.9599 -0.1552 0.1971 -0.0504
Si 2.5613 -2.4167 7.3203 -0.0121 0.0313 0.1024
Si 5.0187 0.5328 7.3572 0.1238 -0.0904 0.093
Si -3.0675 2.9813 7.5168 -0.0109 0.0952 0.0269
Si 5.6188 5.196 7.3929 0.0918 -0.1261 0.0792
Si -2.544 -2.9032 7.4167 0.1146 -0.1332 0.1185
Si 5.6312 -2.0991 29.3634 -0.0178 0.02 -0.0266
Si 8.3657 0.6354 29.3634 -0.0539 0.016 -0.0117
Si 5.6312 -7.5681 29.3634 0.0351 -0.0354 -0.0113
Si 8.3657 -4.8336 29.3634 0.0094 -0.0296 -0.0105
Si 11.1002 -2.0991 29.3634 0.0028 -0.0508 -0.0082
Si 13.8347 0.6354 29.3634 0.0353 -0.0507 0.0073
Si 11.1002 3.3699 29.3634 -0.0176 0.0371 -0.0183
Si 2.8967 -4.8336 29.3634 -0.0325 0.0155 -0.0223
Si 6.9985 -0.7319 30.7306 0.0086 -0.0308 -0.001
Si 9.733 2.0026 30.7306 0.0339 -0.015 -0.0081
Si 6.9985 -6.2009 30.7306 -0.0104 0.0388 -0.0265
Si 9.733 -3.4664 30.7306 -0.0343 0.0159 -0.0234
Si 12.4675 -0.7319 30.7306 -0.0224 0.0288 -0.0218
Si 4.264 2.0026 30.7306 -0.0313 0.0165 -0.0177
Si 1.5295 -6.2009 30.7306 0.0236 -0.0131 -0.0099
Si 4.264 -3.4664 30.7306 0.0229 -0.0103 -0.0199
Si 1.3673 1.3673 0.6835 0.016 0.0304 0.011
Si 4.1018 4.1018 0.6835 -0.0617 0.0078 0.0151
Si 1.3673 -4.1018 0.6835 0.009 -0.0086 0.0276
Si 4.1018 -1.3673 0.6835 0.049 -0.0355 0.0223
Si 6.8362 1.3673 0.6835 -0.0028 -0.033 0.036
Si -1.3673 4.1018 0.6835 0.0242 -0.0093 0.015
Si 6.8362 -4.1018 0.6835 -0.0148 0.0173 -0.0091
Si 9.5708 -1.3673 0.6835 -0.0371 0.0096 0.0097
Si 0 0 2.0507 0.0276 -0.0511 0.0121
Si 2.7345 2.7345 2.0507 0.0031 -0.0603 -0.0043
Si 0 -5.469 2.0507 -0.0505 -0.0036 0.0142
Si 2.7345 -2.7345 2.0507 -0.0517 0.0068 -0.0098
Si 5.469 0 2.0507 -0.0687 -0.0111 -0.0042
Si 8.2035 2.7345 2.0507 0.0443 0.0907 0.006
Si 5.469 5.469 2.0507 0.1228 0.1151 -0.0284
Si 8.2035 -2.7345 2.0507 0.0042 -0.0565 0.0048
Si 2.654 -3.751 11.97 -0.0713 0.0228 0.0999
Si 7.3541 -3.9631 12.6603 0.0296 -0.0427 0.0535
Si 6.0765 3.1316 16.7163 0.0178 0.0193 0.0131
Si 3.6753 1.0451 12.4735 -0.0358 0.0014 0.0324
Si 8.1722 2.2322 10.5569 -0.0512 0.0099 0.1449
Si 8.8502 -2.1595 17.0253 0.018 0.0133 -0.023
Si 2.8644 -2.2785 19.0778 0.02 0.0176 -0.0254
Si 1.4286 -1.0599 12.574 0.0295 0.0041 0.0467
Si 8.5867 2.9988 18.069 0.0171 -0.0319 -0.0104
Si 2.2784 2.6988 10.4152 0.0108 0.0124 0.1123
Si 4.049 4.5706 21.7851 0.0179 0.0291 -0.0818
Si 4.2916 -3.8851 9.4427 -0.0066 -0.0048 0.1032
Si 9.5249 -5.1594 17.4994 -0.006 0.0049 -0.0313
Si 0.6048 5.1499 10.916 0.0423 -0.0027 0.1515
Si -1.8499 4.3755 12.5407 0.0055 0.0095 0.0296
Si 1.4789 -4.2742 17.3464 0.0211 0.0727 0.0021
Si 11.6283 -1.9935 15.4817 0.0307 -0.0028 -0.0195
Si 6.7158 -1.9383 14.7534 0.0261 -0.0175 0.0157
Si 7.1512 -3.3065 21.7261 -0.0265 -0.0112 -0.0769
Si 5.8493 0.2662 10.4861 -0.0162 0.0558 0.0947
Si 5.2699 0.6624 14.9796 -0.0324 0.0047 -0.0213
Si 6.9194 -2.3935 10.0611 -0.0111 -0.0012 0.1512
Si 3.0221 -0.4712 16.8416 -0.0046 -0.0084 0.0283
Si 9.7036 0.1966 18.9322 0.0524 -0.0195 -0.0664
Si 1.8817 2.2577 21.7067 -0.0054 -0.018 -0.0646
Si 8.569 3.9458 15.4538 0.0336 -0.0041 -0.0741
Si 9.346 -1.0579 21.7952 0.0115 0.1182 -0.0257
Si 4.3292 -5.4666 16.9817 0.041 0.0714 0.0225
Si 1.7238 0.4325 19.1517 -0.0238 -0.0726 -0.0591
Si -0.1931 0.6219 10.5106 0.0473 0.023 0.155
Si 5.052 -4.307 19.7011 -0.0651 0.0418 -0.0969
Si 4.7541 -4.0999 14.1575 -0.0416 -0.019 0.0183
O 0.7242 -1.768 13.8658 -0.0228 -0.0088 0.0019
O -0.4395 0.1002 8.9823 0.0047 -0.025 -0.0989
O 21.5806 20.1853 22.5624 -0.0521 0.0527 0.0326
O 4.834 -5.2474 8.7495 -0.0084 0.0535 -0.0357
O 9.7271 4.7014 23.336 0.0154 -0.0099 0.1317
O -2.4863 2.4374 8.9597 -0.0099 0.0233 -0.1077
O 2.5234 1.0754 22.6184 -0.018 0.0172 0.0556
O 6.9676 1.9934 23.4342 0.0741 -0.0721 0.1985
O 2.7817 0.7523 17.9259 -0.0129 -0.0183 0.0049
O 4.6781 -5.0426 15.4626 0.0029 -0.0065 -0.0117
O 8.99 4.557 18.4912 -0.0037 0.0015 0.0211
O 4.2681 -0.7417 23.4264 0.0114 -0.0092 0.1709
O 7.8365 -4.5555 22.5276 -0.0029 0.0142 0.0663
O 0.2774 -0.5613 11.5289 -0.015 0.0033 -0.0656
O 5.9085 -4.6089 13.1028 0.0285 0.0249 -0.0298
O 2.3813 0.1996 13.0049 0 0.0085 -0.0332
O 1.4178 -1.3795 7.9096 0.003 -0.02 -0.0989
O 3.3855 -5.1696 22.6612 0.0046 -0.0176 0.0654
O 11.2321 0.2402 18.3868 -0.012 0.0163 0.0404
O 4.5872 -5.7026 20.406 -0.0238 -0.0458 0.0977
O 2.2373 -0.9775 19.8621 -0.01 0.0272 0.0088
O 8.3074 -2.2289 21.3683 -0.0038 0.0029 0.0239
O 4.6886 3.8849 17.0879 0.0012 -0.0313 -0.0035
O 6.8066 -0.9941 10.8743 0.0208 -0.028 -0.0401
O 8.9921 -3.6243 17.7871 -0.0107 -0.0074 0.016
O 6.4776 -3.8302 20.3348 0.0686 0.0281 0.102
O 5.9992 -2.6004 22.6403 0.0127 -0.0022 0.0736
O 5.4472 0.18 8.9176 -0.0852 0.0336 -0.1392
O 4.5081 0.1522 11.3958 0.0506 -0.0151 -0.0656
O 1.5531 1.6139 20.2477 0.0054 0.0428 0.0962
O 1.5958 -0.8223 16.1444 -0.0106 0.0063 0.0087
O 7.9231 -2.1624 8.8089 0.0041 -0.0056 -0.1017
O 2.7472 -5.2761 17.2607 -0.0135 -0.0347 -0.0117
O 12.2386 -3.4491 15.9385 -0.0081 -0.0013 -0.0106
O 3.0995 2.4625 9.0376 0.0519 -0.0545 -0.1674
O 8.2015 3.6282 11.3983 -0.001 -0.0008 -0.0633
O 9.1329 -5.5306 15.9429 0 0.0053 0.0143
O 3.9506 -3.1108 19.9583 0.0202 -0.0354 0.0327
O 3.2755 -4.0839 13.4528 0.0355 0.0001 -0.0272
O 8.8287 -0.8934 18.0753 -0.0009 -0.0008 0.0127
O 3.8045 -4.2445 10.9387 0.0551 0.0164 -0.0983
O 8.5274 -5.0669 12.838 -0.0272 0.0185 -0.0225
O 5.4697 -2.7746 9.4421 -0.0402 -0.0183 -0.0907
O 0.965 -4.996 7.3153 -0.085 0.0405 -0.0072
O -1.5897 1.2323 11.0928 0.0211 -0.0199 -0.0624
O 12.4505 -3.455 23.4007 0.0264 -0.036 0.174
O 6.6822 1.6252 10.8125 -0.0165 -0.0007 -0.0637
O 10.0827 -1.9209 15.9816 -0.0181 0 0.0141
O 5.228 -2.6256 14.6906 0.0116 0.0044 -0.0145
O 7.4425 -2.1426 16.1999 -0.0026 -0.0083 0.0128
O -1.9009 3.5591 13.9544 -0.015 -0.0026 0.0135
O 5.2792 3.8581 22.5857 -0.0285 0.0144 0.0477
O 11.4919 2.8737 22.454 0.0037 -0.005 0.0654
O 6.7626 4.1359 7.9466 -0.0509 -0.0008 -0.1074
O 0.9405 1.7838 10.4489 0.0046 -0.0074 -0.0549
O 7.6406 -2.6438 13.5935 -0.0283 0.028 -0.0046
O 2.3934 -2.1504 11.8438 0.0187 -0.0214 -0.0424
O 1.2155 -4.4471 11.62 0.0139 0.0106 -0.0675
O 3.0409 -3.2367 8.6544 0.0177 0.0143 -0.057
O 9.8367 -0.3024 20.4626 -0.0463 -0.0599 0.1678
O 9.447 6.8818 7.9231 0.2087 -0.1104 -0.091
O 3.5917 -1.7531 17.6995 -0.0002 0.0155 -0.0111
O 6.9501 2.9445 18.0875 -0.0112 0.0034 0.0028
O 2.9341 3.4552 21.431 0.0041 0.0053 0.0449
O 6.4626 -0.3445 14.49 0.0053 0.0085 -0.0063
O 4.6428 1.4703 13.7102 0.03 -0.0033 0.0146
O 5.1922 -4.6094 18.0945 0.0021 -0.0138 0.0205
O 7.4044 -3.5569 11.0826 -0.0115 0.0101 -0.0573
O 6.9353 3.9938 15.6062 -0.0157 -0.0051 -0.0053
O 5.8386 1.6668 16.0945 0.0125 -0.0144 0.0166
O 3.1944 2.4053 11.7278 -0.0131 0.0055 -0.0682
O 11.1358 -5.2034 17.6584 -0.0085 -0.0266 0.0205
O 9.117 2.8061 16.511 -0.015 0.0113 0.0182
O -0.315 -5.6258 9.5715 0.0154 0.0382 -0.1219
O 4.0707 -0.1592 15.679 0.0163 0.0037 -0.0072
O 9.1175 1.7329 18.939 -0.0007 0.0131 0.0236
O -0.2998 4.4268 12.059 0.0032 -0.0036 -0.0486
O 8.6268 0.0815 22.6992 0.034 -0.0301 0.1363
O 1.6333 -3.2554 18.622 -0.0123 -0.0193 0.006
O 1.8874 4.2602 10.496 0.0105 0.011 -0.0592

Results
free energy: -126872.837 eV
free energy less fixed offsets of O -568.88, Si -635.61 eV per atom: -4.357 eV

The program warned: the cutoff lies below the one the program advises for these potential files; the forces do not sum to zero within the program's tolerance; the exchange-correlation potential is rough where the density is thin.
